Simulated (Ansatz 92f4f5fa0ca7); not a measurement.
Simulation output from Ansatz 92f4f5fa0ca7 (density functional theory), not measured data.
Periodic cell of 227 atoms, Si133O92B1H1, from a study of silicon, its oxide and their interface. The atomic structure is a simulated model.

Settings: functional PBE; potential files Ansatz PAW; basis plane waves; wave-function cutoff 700 eV; density cutoff ratio 5; exchange-correlation grid ratio 1; k mesh 2 x 2 x 1, shifted by 0.5 0.5 0.5 of a step; self-consistency stop 5e-08 eV per atom in the density residual; occupations fixed; spin none; net charge 0.

Cell vectors (angstrom)
a  10.938  0  0
b  0  10.938  0
c  0  0  32.1686

Atoms: element, x, y, z (angstrom)
Si  0.2367  -0.3472  24.8186
Si  5.4911  -0.3235  24.6407
Si  2.5757  2.9182  24.6956
Si  7.9786  3.124  24.5263
Si  0.1815  5.033  24.6582
Si  5.6581  5.3293  24.7762
Si  2.4419  8.269  24.8877
Si  7.8482  8.4668  24.6063
Si  1.3967  1.3267  26.0106
Si  6.7957  1.367  25.7696
Si  4.0767  4.125  26.0369
Si  9.5396  4.0212  26.0629
Si  1.2024  6.718  26.0474
Si  6.864  6.8603  26.0494
Si  4.0798  9.4635  26.1091
Si  9.4687  9.5404  26.0066
Si  2.7583  -0.0091  27.4058
Si  8.1537  0.061  27.3174
Si  0.0131  2.6802  27.3939
Si  5.4852  2.7125  27.3199
Si  2.7058  5.4801  27.3972
Si  8.2365  5.4795  27.3959
Si  -0.076  8.187  27.3875
Si  5.4876  8.1651  27.4372
Si  4.1018  1.3673  28.7504
Si  9.5708  1.3673  28.7504
Si  1.3673  4.1018  28.7504
Si  6.8362  4.1018  28.7504
Si  4.1018  6.8362  28.7504
Si  9.5708  6.8362  28.7504
Si  1.3673  9.5708  28.7504
Si  6.8362  9.5708  28.7504
Si  0  0  30.1176
Si  5.469  0  30.1176
Si  2.7345  2.7345  30.1176
Si  8.2035  2.7345  30.1176
Si  0  5.469  30.1176
Si  5.469  5.469  30.1176
Si  2.7345  8.2035  30.1176
Si  8.2035  8.2035  30.1176
Si  1.3673  1.3673  31.4849
Si  6.8362  1.3673  31.4849
Si  4.1018  4.1018  31.4849
Si  9.5708  4.1018  31.4849
Si  1.3673  6.8362  31.4849
Si  6.8362  6.8362  31.4849
Si  4.1018  9.5708  31.4849
Si  9.5708  9.5708  31.4849
Si  2.7345  0  0.6835
Si  8.2035  0  0.6835
Si  0  2.7345  0.6835
Si  5.469  2.7345  0.6835
Si  2.7345  5.469  0.6835
Si  8.2035  5.469  0.6835
Si  0  8.2035  0.6835
Si  5.469  8.2035  0.6835
Si  4.1018  1.3673  2.0507
Si  9.5708  1.3673  2.0507
Si  1.3673  4.1018  2.0507
Si  6.8362  4.1018  2.0507
Si  4.1018  6.8362  2.0507
Si  9.5708  6.8362  2.0507
Si  1.3673  9.5708  2.0507
Si  6.8362  9.5708  2.0507
Si  0  0  3.418
Si  5.469  0  3.418
Si  2.7345  2.7345  3.418
Si  8.2035  2.7345  3.418
Si  0  5.469  3.418
Si  5.469  5.469  3.418
Si  2.7345  8.2035  3.418
Si  8.2035  8.2035  3.418
Si  1.3884  1.3596  4.6996
Si  6.8554  1.3741  4.7771
Si  4.1  4.1191  4.7633
Si  9.5656  4.1408  4.7904
Si  1.3472  6.8581  4.862
Si  6.8293  6.8713  4.7655
Si  4.0985  9.5602  4.7881
Si  9.5983  9.5489  4.8409
Si  2.74  0.0349  6.0895
Si  8.2362  0.0578  6.1638
Si  0.0802  2.7613  6.0275
Si  5.5474  2.809  6.1022
Si  2.7487  5.4737  6.1795
Si  8.2785  5.6147  6.1503
Si  0.0389  8.224  6.3634
Si  5.4518  8.2066  6.1743
Si  3.9203  1.6471  7.3032
Si  9.9223  1.2281  7.3675
Si  1.633  3.8172  7.4425
Si  6.712  4.4406  7.3785
Si  4.3676  6.5564  7.5031
Si  9.268  7.1734  7.7147
Si  1.211  9.9335  7.5586
Si  7.0091  9.4382  7.4288
O  5.5193  5.4453  7.9107
O  0.0259  0.0837  7.9452
O  2.8002  2.7249  7.8392
O  8.1553  8.3662  7.8991
O  1.3996  9.4677  24.4576
O  6.7292  4.1748  24.3051
O  6.6687  9.5484  24.1428
O  1.4157  4.0074  24.2659
O  6.3275  10.0123  8.8195
O  0.9827  4.221  8.9079
O  1.9464  9.5397  8.9802
O  7.5633  4.0386  8.7356
O  9.4986  6.7178  9.3137
O  4.5316  0.9821  8.664
O  3.7452  7.0365  8.9459
O  9.541  2.1624  8.6689
O  4.5268  0.0654  23.3493
O  8.731  3.1774  23.0202
O  10.4059  5.2895  23.1852
O  5.19  6.1052  23.3986
O  8.4509  7.841  23.2115
O  3.2951  2.3836  23.3047
O  2.9059  7.4655  23.538
O  10.5949  0.0975  23.3392
Si  -0.412  9.1081  12.3977
Si  9.1184  2.659  14.7614
Si  4.1358  12.0636  14.3113
Si  0.008  11.5749  13.6719
Si  10.3561  4.8615  16.5952
Si  2.1969  4.7998  14.9194
Si  11.0344  3.8169  19.4939
Si  3.4869  0.9868  22.4705
Si  2.088  9.4735  10.6044
Si  0.1906  -2.9621  20.5901
B  7.3658  2.2469  19.1543
Si  8.2032  2.7039  9.4068
Si  4.6615  -0.4398  11.7985
Si  8.7511  6.9521  10.7771
Si  1.3709  4.2765  10.4907
Si  5.1251  11.441  19.9087
Si  11.4261  -0.1528  21.9469
Si  3.4154  6.7385  10.5216
Si  9.3678  4.4688  22.1958
Si  3.528  7.4695  15.4131
Si  4.8223  3.3636  15.9607
Si  9.3721  4.1065  11.8613
Si  -0.8501  1.05  19.3514
Si  15.6923  0.7904  17.0596
Si  6.5309  4.7492  17.8533
Si  0.9494  -1.7708  14.9644
Si  12.8059  2.6372  12.6686
Si  2.1977  5.6998  20.4851
Si  15.236  6.6348  18.4321
Si  6.4764  -2.6256  14.5647
Si  5.6017  8.4264  20.4987
Si  8.3405  7.0705  16.8749
Si  5.9962  7.5905  11.6691
Si  7.4549  0.1782  15.5395
Si  8.3053  7.2141  21.7035
Si  3.9764  6.7653  22.55
Si  5.8998  0.5374  9.3992
Si  9.7222  -1.2376  17.2124
O  9.55  7.695  20.7882
O  6.0602  15.3177  16.302
O  11.5587  -1.7147  21.5338
O  7.2839  14.4427  18.5871
O  5.7458  10.0457  20.4828
O  8.7957  -0.2746  16.2959
O  7.116  1.5468  9.1411
O  1.015  -4.2874  21.0595
O  6.7072  -3.3978  13.1396
O  12.5314  4.2724  19.9914
O  0.5018  -2.6874  19.0091
O  0.6361  9.6755  11.2857
O  -1.4495  8.1278  11.645
O  1.7368  4.0054  13.5716
O  5.2774  9.0322  11.5431
O  3.3046  5.5511  21.6741
O  7.1863  7.3868  10.5687
O  4.349  0.135  18.4949
O  -0.6997  10.6707  18.415
O  2.0123  0.372  22.1892
O  -1.0696  10.5055  13.0146
O  4.7566  -0.034  13.366
O  7.3296  7.5047  15.6791
O  3.7762  0.4459  15.7753
O  -2.2128  -5.3502  11.6726
O  4.6843  13.3458  17.2808
O  2.2229  3.0193  11.1207
O  2.6273  8.0296  11.0934
O  9.1677  3.5787  13.3979
O  5.1323  -3.0288  19.0194
O  9.6438  6.2936  16.272
O  5.1709  5.2618  18.6245
O  9.3665  3.6664  16.0324
O  -0.5767  1.6112  14.8223
O  6.9878  -11.9947  14.5436
O  2.372  8.599  15.468
O  6.2811  11.2906  16.6666
O  10.9196  4.3098  11.3576
O  14.8529  -4.0184  16.8901
O  5.627  0.5836  10.9914
O  6.9945  7.7496  20.9327
O  7.7988  1.6598  14.8647
O  10.0505  14.8785  20.8061
O  1.1805  10.6892  14.3937
O  2.3598  5.5365  10.7127
O  13.815  6.2439  14.5304
O  11.8205  4.9103  15.876
O  0.296  8.3408  13.6829
O  4.4749  7.97  21.5807
O  10.9306  9.1661  16.2694
O  0.5553  12.6084  12.54
O  8.5718  3.011  10.9497
O  10.5357  0.6443  20.8571
O  10.547  4.7283  18.2217
O  8.5641  1.6034  19.2898
O  2.8681  6.4663  19.2001
O  11.0937  -8.6599  18.9441
O  6.2462  12.5669  19.6244
O  14.3023  4.0349  15.7541
O  8.2311  5.5793  21.7918
O  4.8014  6.4931  11.3756
O  4.8655  8.1734  14.8203
O  -2.118  8.41  17.6881
O  5.1303  13.3414  14.6562
O  3.1439  -0.3606  11.1897
O  7.5553  -4.9205  17.8432
O  4.1415  1.196  20.9999
O  13.8883  1.7355  13.4294
H  1.3226  -3.0957  18.6836

Results
free energy: -137063.696 eV
free energy less fixed offsets of B -155.45, H -17.10, O -569.03, Si -635.61 eV per atom: -4.256 eV

Forces (eV/angstrom), in the order of the atoms: element, x, y, z
Si  0.0086  -0.0125  -0.035
Si  -0.0278  -0.0024  -0.0016
Si  0.0094  0.0068  -0.0137
Si  -0.0055  0.0447  -0.0548
Si  -0.0092  -0.0156  -0.0389
Si  0.0065  -0.0049  -0.0513
Si  0.01  0.0031  -0.0315
Si  0.0156  0.0072  -0.0438
Si  -0.0037  0.0221  0.0036
Si  0.0139  0.0012  0.011
Si  0.0039  -0.002  0.0008
Si  0.0267  0.0316  -0.0006
Si  0.0014  -0.0229  0.0072
Si  0  0.0169  0.0123
Si  -0.0127  0.0103  -0.0247
Si  -0.0124  -0.0254  -0.0071
Si  -0.0168  0.0005  0.0037
Si  -0.013  0.0026  0.0092
Si  0.0183  0.009  -0.0071
Si  0.0242  -0.0105  0.0081
Si  0.0049  -0.0139  0.0006
Si  -0.0175  -0.0096  0.0015
Si  0.0076  0.0127  -0.001
Si  0.0169  0.0139  0.0052
Si  0.2851  0.0517  -0.0665
Si  -0.2121  -0.1863  -0.0392
Si  -0.0621  -0.1488  0.0369
Si  -0.0033  -0.1069  -0.3226
Si  -0.1759  -0.162  0.2654
Si  -0.1025  -0.0535  0.5054
Si  -0.1894  -0.1244  -0.1884
Si  0.0626  0.3164  -0.1111
Si  -0.1142  -0.1025  -0.0185
Si  0.0054  0.0064  -0.002
Si  -0.0021  0.0429  -0.0284
Si  0.025  0.014  -0.023
Si  -0.0162  0.0004  0.0021
Si  -0.1172  -0.0728  -0.0142
Si  -0.0015  -0.0441  -0.0048
Si  0.0567  0.0029  -0.0032
Si  0.039  0.0008  -0.0089
Si  0.003  -0.0029  -0.0123
Si  0.0204  -0.0159  0.0188
Si  -0.0066  0.0063  -0.0042
Si  0.004  -0.02  -0.0027
Si  -0.0201  0.0413  -0.0071
Si  -0.0061  0.0495  -0.0056
Si  0.0291  -0.014  0.0243
Si  0.0139  -0.0388  0.007
Si  -0.0501  0.0402  -0.0136
Si  -0.0146  0.0096  0.0065
Si  0.0209  -0.0425  -0.0085
Si  -0.0107  0.016  -0.0073
Si  0.0183  -0.0152  0.0035
Si  0.002  -0.0025  -0.0008
Si  -0.0481  -0.0059  0.0062
Si  0.012  0.0894  -0.0143
Si  0.0051  -0.0282  0.0262
Si  0.0848  0.0253  0.0209
Si  -0.015  0.0084  -0.0011
Si  0.0204  -0.0355  0.0236
Si  0.0204  0.028  0.0184
Si  -0.0403  -0.0031  0.0013
Si  0.0935  0.0667  0.0088
Si  -0.1569  -0.321  -0.1112
Si  0.0357  -0.0329  0.1139
Si  0.2939  0.1219  -0.433
Si  0.0739  0.1908  0.0188
Si  0.1005  0.2555  0.1978
Si  0.0428  0.1052  -0.1384
Si  -0.2042  -0.0864  0.2508
Si  0.1717  0.239  0.0199
Si  0.0026  -0.0082  0.0011
Si  0.0004  -0.0102  -0.0088
Si  -0.0014  0.0039  0.0008
Si  -0.0082  0.009  0.0024
Si  -0.0129  0.013  -0.0157
Si  0.0007  0.0032  0.0045
Si  0.0062  -0.0021  -0.0091
Si  -0.0016  -0.0149  0.0051
Si  -0.0019  -0.0225  0.0176
Si  0.0072  0.0117  -0.0076
Si  -0.0094  0.013  -0.0008
Si  0.0029  0.0047  0.0061
Si  -0.0198  -0.0034  -0.0079
Si  0.0033  -0.0217  0.0007
Si  0.0012  -0.012  -0.026
Si  -0.0141  -0.0053  -0.0027
Si  -0.01  -0.004  0.0331
Si  0.008  0.0023  0.0323
Si  0.0055  -0.0266  0.0523
Si  -0.0069  0.0114  0.0242
Si  0.0125  -0.0164  0.0538
Si  -0.047  0.0094  0.0537
Si  0.0053  0.0182  0.0378
Si  0.0091  -0.0122  0.0367
O  0.0016  0.0069  0.0258
O  0.0126  -0.002  0.0252
O  -0.0042  0.0127  0.0259
O  0.0081  -0.001  0.0228
O  -0.0184  0.0039  -0.0432
O  0.0075  -0.0113  -0.0342
O  0.0156  -0.0134  -0.0373
O  0.0048  -0.0072  -0.0339
O  0.0107  0.0073  -0.0103
O  0.0157  -0.0033  -0.0165
O  -0.0169  0.002  0.0062
O  -0.0006  -0.0148  0.0022
O  -0.0106  0.0124  -0.0167
O  0.0093  0.0038  -0.0058
O  0.0102  -0.0116  -0.0001
O  -0.0069  -0.006  -0.0037
O  0.022  0.0144  -0.0047
O  -0.0113  0.0167  0.0282
O  -0.0016  -0.0201  0.0218
O  -0.0138  -0.0164  0.0146
O  -0.0233  0.0038  0.0104
O  -0.0275  -0.015  0.0085
O  0.0101  0.0123  0.0104
O  0.0351  -0.014  0.0116
Si  -0.0023  0.0026  0.0035
Si  -0.0024  0.0007  0.0039
Si  0.0025  0  0.002
Si  -0.0004  0.0017  0.0032
Si  -0.0022  0.0016  0.0017
Si  -0.0007  -0.0006  0.0014
Si  0.002  0  -0.005
Si  -0.0042  -0.0005  0.0016
Si  0.0003  0.0055  0.0039
Si  0.0046  0.0019  -0.0021
B  0.0003  0.0054  -0.0039
Si  -0.0155  -0.0107  -0.0057
Si  0.0045  0.0065  0.0059
Si  -0.0095  0.003  0.0094
Si  0  -0.0018  0.0036
Si  -0.0019  -0.0002  -0.0024
Si  0.005  0.0007  0.0059
Si  0.0044  -0.0032  0.0048
Si  -0.0032  0.003  -0.0085
Si  0.0012  0.0001  0.0011
Si  0.0015  -0.0013  0.0029
Si  -0.0021  -0.0046  0.007
Si  0.0039  -0.0036  -0.0043
Si  -0.0024  -0.0055  0.0019
Si  0.0031  -0.0008  -0.002
Si  0.001  -0.0011  0.0067
Si  0.001  -0.0043  -0.0005
Si  0.006  -0.0017  0.0013
Si  -0.004  -0.0007  -0.0041
Si  0.0015  -0.0007  -0.0015
Si  -0.0043  0.0028  -0.002
Si  0.0019  0.0005  0.0028
Si  0.0029  -0.004  0.0029
Si  0.0007  0.0008  -0.0018
Si  -0.0022  -0.0064  -0.0071
Si  -0.0057  0.0013  0.0071
Si  0.014  0.0131  -0.0055
Si  0.0004  0  0.0013
O  0.0094  -0.0071  0.0179
O  -0.0097  -0.0084  0.0266
O  -0.0178  -0.0012  -0.0198
O  -0.0135  0.0244  -0.0153
O  -0.0172  -0.0027  -0.0067
O  -0.012  -0.0192  0.0013
O  -0.0117  -0.0058  0.0162
O  0.0047  0.0125  -0.0243
O  -0.0044  0.0123  -0.0098
O  -0.0216  0.0198  0.0004
O  0.0363  -0.0283  0.0267
O  0.0122  -0.0088  -0.0005
O  0.004  -0.0111  -0.0056
O  0.0134  -0.0031  0.0101
O  0.0045  0.0012  0.0031
O  -0.0045  0.0312  -0.0118
O  0.0055  -0.0057  0.0211
O  0.0268  0.0165  0.0089
O  -0.0072  0.0081  0.001
O  -0.0042  0.0076  -0.0041
O  0.0361  -0.0069  0.0062
O  -0.0003  -0.0042  -0.01
O  0.0022  0.0109  0.0032
O  0.0337  0.019  -0.0015
O  0.0058  0.0036  -0.0156
O  0.0056  -0.0115  -0.0362
O  -0.01  0.0088  0.0157
O  0.0047  0.0082  -0.0219
O  0.0076  -0.0097  0.003
O  -0.0091  -0.0166  0.02
O  -0.0149  -0.0071  0.0186
O  0.0054  0.018  -0.0216
O  0.0179  0.0122  -0.0101
O  -0.0058  0.0075  -0.0171
O  -0.0055  -0.0152  0.0221
O  0.0014  -0.0052  -0.0086
O  -0.0138  0.0104  -0.0129
O  -0.0023  -0.0044  -0.019
O  -0.001  0.0007  -0.0041
O  -0.0202  -0.017  -0.0054
O  -0.0091  0.0036  0.0088
O  0.0061  -0.0062  0.0143
O  0.0059  0.004  0.0012
O  -0.0303  -0.0224  -0.0065
O  0.0009  -0.0001  -0.0143
O  0.0009  -0.0037  0.0213
O  -0.0007  -0.0064  -0.0022
O  -0.0084  0.0336  -0.0037
O  0.015  -0.0175  -0.0138
O  -0.0097  0.0103  -0.0153
O  0.0019  -0.0158  0.0127
O  0.0139  0.022  -0.01
O  0.0037  -0.0116  -0.0118
O  0.008  -0.0117  -0.0082
O  0.0315  -0.0131  0.0048
O  0.0206  -0.0157  0.0198
O  -0.0175  0.0138  0.016
O  -0.0143  -0.028  0.0034
O  0.0039  -0.0021  -0.0103
O  0.0233  0.0124  0.0084
O  -0.0117  0.0217  -0.0222
O  0.0068  -0.0071  0.0063
O  0.0024  -0.0031  -0.0333
O  -0.0269  -0.0034  0.0261
O  0.007  -0.0218  -0.003
O  -0.0048  -0.0054  -0.0192
O  0.0083  -0.0205  0.0066
O  0.0002  0.0113  0.0025
H  -0.038  0.0228  0.013

The program warned: the cutoff lies below the one the program advises for these potential files; the forces do not sum to zero within the program's tolerance; the exchange-correlation potential is rough where the density is thin.
